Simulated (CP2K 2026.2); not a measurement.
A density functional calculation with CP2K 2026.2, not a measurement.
Periodic cell of 534 atoms, Si358O176, from a study of silicon, its oxide and their interface. The atomic structure is a simulated model.
Doubt: the forces sum to 3.07 eV/angstrom along one axis rather than to zero, so they err by at least 0.0057 eV/angstrom per atom on average; the grid cutoff is modest.

Settings: functional PBE; method Gaussian and plane waves; basis set DZVP-MOLOPT-SR-GTH; pseudopotentials GTH-PBE; grid cutoff 350 Ry, relative cutoff 50 Ry; k points Gamma only; occupations fixed; spin none; net charge 0.

Cell vectors (angstrom)
a 16.32 0 0
b 0 16.32 0
c 0.2136 0.1909 34.786

Atoms and the computed forces on them: element, x, y, z (angstrom), force x, y, z (eV/angstrom)
Si 0.485 0.457 34.656 -0.314 0.027 0.733
Si 3.463 2.711 34.494 -0.7 0.632 0.328
Si 16.395 5.231 34.655 0.305 0.132 0.667
Si 2.926 7.87 34.308 -0.111 -0.724 0.349
Si 16.279 10.833 0.027 0.069 0.03 0.708
Si 3.553 13.286 34.689 -0.231 0.121 0.72
Si 5.256 0.155 0.211 0.484 -0.314 0.524
Si 9.008 2.317 34.363 -0.124 0.216 0.769
Si 4.607 6.174 34.382 -0.488 0.196 0.498
Si 7.779 8.967 34.454 0.417 0.003 0.664
Si 5.545 11.006 0.313 0.008 -0.02 0.615
Si 8.404 13.619 34.636 0.368 -0.117 0.66
Si 11.043 16.274 0.079 0.012 -0.058 0.522
Si 13.606 3.315 34.622 0.109 -0.346 0.797
Si 11.42 5.561 34.619 -0.26 0.049 0.711
Si 13.475 8.495 0.008 0.28 -0.451 0.198
Si 11.971 11.283 34.296 0.213 0.267 0.53
Si 13.592 14.444 34.472 0.161 -0.094 0.681
Si 1.515 1.607 1.192 0.141 0.034 0.036
Si 4.068 4.227 1.109 0.1 -0.083 0.01
Si 1.279 6.586 1.04 -0.022 0.006 -0.033
Si 4.104 9.642 1.45 0.303 0.229 0.415
Si 1.478 12.233 1.168 -0.024 0.089 -0.064
Si 4.149 14.81 1.339 -0.053 -0.007 -0.017
Si 7.08 1.318 1.089 0.035 0.012 -0.009
Si 9.573 4.049 0.908 -0.036 -0.013 -0.058
Si 6.791 7.048 1.049 0.241 0.054 0.5
Si 9.426 9.654 0.894 -0.221 -0.381 0.215
Si 6.978 12.315 1.488 0 0.026 -0.023
Si 9.653 14.787 1.188 -0.044 0.01 -0.086
Si 12.367 1.47 1.197 0.044 0.026 -0.011
Si 14.844 4.062 1.421 -0.069 -0.05 0.01
Si 12.279 6.902 1.242 -0.036 -0.003 0.005
Si 15.032 9.484 1.41 -0.024 0.043 -0.05
Si 12.576 12.488 1.14 0.022 0 -0.02
Si 15.052 15.224 1.043 0.085 -0.057 -0.064
Si 0.045 2.757 2.624 -0.021 0.037 0.01
Si 2.77 0.046 2.527 0.004 0.067 0.015
Si 0.088 8.029 2.557 0.02 -0.001 0.029
Si 2.666 5.403 2.551 -0.006 0.049 -0.014
Si 0.089 13.734 2.408 -0.017 -0.014 -0.003
Si 2.693 10.952 2.723 0.012 -0.03 0.026
Si 5.633 2.83 2.361 -0.008 -0.007 -0.026
Si 8.292 16.242 2.53 0.042 -0.029 -0.007
Si 5.41 8.118 2.627 0.021 0.004 0.018
Si 8.181 5.498 2.284 0.003 0.011 -0.005
Si 5.553 13.65 2.758 0.011 -0.036 0.038
Si 8.297 10.835 2.631 0.026 -0.062 0.052
Si 10.919 2.821 2.474 -0.047 -0.01 0.019
Si 13.728 0.119 2.556 -0.004 0.026 -0.005
Si 10.818 8.306 2.392 -0.049 0.072 0.022
Si 13.602 5.572 2.667 0.001 0.046 0.012
Si 11.032 13.541 2.572 0.001 -0.029 0.003
Si 13.747 11.034 2.594 -0.047 -0.008 0.056
Si 1.372 4.11 3.985 -0.016 0.03 0.008
Si 4.232 1.437 3.78 -0.011 0.004 -0.021
Si 1.378 9.479 3.955 0.003 -0.035 -0.025
Si 4.052 6.756 3.935 0.004 -0.017 -0.002
Si 1.399 15.044 3.893 -0.055 -0.005 -0.024
Si 4.139 12.274 4.024 0.004 0.026 -0.005
Si 6.896 4.172 3.798 0.047 0.039 -0.024
Si 9.618 1.386 3.842 0.01 -0.014 -0.017
Si 6.835 9.51 3.932 -0.012 0.009 -0.016
Si 9.52 6.864 3.752 -0.034 -0.018 0.022
Si 6.917 15.04 4.009 0.012 0.004 0.029
Si 9.651 12.226 3.961 -0.035 0.018 -0.007
Si 12.23 4.152 3.918 0.031 -0.032 -0.012
Si 15.044 1.397 3.987 0.011 -0.018 -0.013
Si 12.253 9.632 3.818 0.01 -0.003 -0.062
Si 15.024 6.836 4.004 0.004 -0.007 0.032
Si 12.344 15.02 3.874 -0.006 -0.018 -0.009
Si 15.116 12.371 3.903 0.052 0.044 0.007
Si 0.076 16.375 10.716 -0.01 -0.006 -0.001
Si 2.785 2.778 10.712 -0.005 -0.008 -0.005
Si 16.384 5.492 10.707 0.005 -0.009 -0.013
Si 2.773 8.199 10.721 -0.003 -0.009 0.002
Si 16.385 10.926 10.73 -0.001 0.015 0.001
Si 2.8 13.662 10.729 0.002 -0.004 0.005
Si 5.524 0.059 10.722 -0.013 -0.011 0.003
Si 8.231 2.767 10.728 -0.007 0.009 -0.005
Si 5.485 5.469 10.716 0.015 0.01 -0.002
Si 8.214 8.19 10.693 -0.008 0.014 0
Si 5.508 10.927 10.712 0.018 0.012 -0.001
Si 8.242 13.651 10.693 -0.003 -0.009 -0.016
Si 10.956 0.062 10.728 0.007 0.001 -0.003
Si 13.667 2.766 10.716 0.022 0.009 -0.009
Si 10.929 5.469 10.716 -0.005 -0.001 0
Si 13.652 8.204 10.728 -0.002 0.001 0.011
Si 10.955 10.935 10.691 -0.013 -0.001 0.006
Si 13.688 13.671 10.709 0.003 -0.003 0.002
Si 1.43 1.424 12.072 0.014 0.005 -0.006
Si 4.117 4.135 12.096 -0.005 0.004 0
Si 1.415 6.839 12.096 -0.001 0.002 0.002
Si 4.143 9.564 12.074 0.005 0.012 0.006
Si 1.415 12.309 12.075 -0.01 -0.015 0.003
Si 4.163 15.032 12.092 0.019 0.008 0.008
Si 6.867 1.425 12.097 0.018 0.001 -0.002
Si 9.597 4.108 12.104 -0.005 0.01 0.005
Si 6.853 6.822 12.048 -0.024 -0.013 -0.008
Si 9.577 9.571 12.022 0.016 -0.002 -0.008
Si 6.882 12.292 12.06 0 0.007 -0.004
Si 9.594 15.007 12.072 -0.012 -0.022 -0.003
Si 12.321 1.41 12.109 -0.003 -0.009 0.013
Si 15.043 4.118 12.068 -0.002 0.016 0.004
Si 12.283 6.829 12.074 -0.016 -0.019 0.005
Si 15.026 9.559 12.088 0.006 0.016 0.004
Si 12.337 12.289 12.037 0.014 0.023 -0.016
Si 15.036 15.031 12.083 0.006 -0.018 -0.003
Si 0.087 2.777 13.456 0.002 -0.02 -0.002
Si 2.792 0.092 13.44 -0.01 -0.014 -0.006
Si 16.371 8.192 13.462 -0.019 0 0.011
Si 2.755 5.478 13.487 -0.002 0.001 0.009
Si 16.385 13.678 13.448 0.014 0.007 0.009
Si 2.772 10.944 13.415 -0.004 0.015 0.008
Si 5.479 2.784 13.45 0.009 -0.019 0.001
Si 8.246 16.382 13.437 -0.019 0.007 0.007
Si 5.49 8.155 13.414 0.04 -0.007 -0.002
Si 8.208 5.48 13.421 -0.002 -0.009 -0.001
Si 5.551 13.672 13.431 -0.005 -0.006 -0.001
Si 8.233 10.908 13.405 0 0.001 0.005
Si 10.96 2.756 13.494 -0.016 0.007 -0.003
Si 13.706 16.383 13.477 0.015 -0.001 0.007
Si 10.911 8.221 13.393 -0.024 0.005 -0.003
Si 13.657 5.45 13.412 -0.002 0.015 -0.004
Si 10.994 13.64 13.395 -0.012 -0.003 -0.002
Si 13.681 10.95 13.427 -0.012 -0.004 0.01
Si 1.402 4.119 14.883 0.004 -0.004 0.025
Si 4.115 1.456 14.838 -0.003 0.006 0.014
Si 1.426 9.579 14.79 -0.005 0 0.001
Si 4.131 6.835 14.834 0.004 -0.003 0.001
Si 1.422 15.069 14.79 -0.021 0.032 -0.001
Si 4.147 12.322 14.74 0.017 -0.002 0.006
Si 6.847 4.137 14.795 0.027 0.044 0.001
Si 9.603 1.372 14.853 0.009 -0.019 -0.011
Si 6.878 9.498 14.736 0.001 0.008 0
Si 9.536 6.879 14.757 0.022 0.018 -0.005
Si 6.896 15.05 14.817 -0.005 -0.016 0.009
Si 9.652 12.252 14.726 0.004 -0.009 -0.006
Si 12.353 4.107 14.843 0.003 -0.017 0.006
Si 15.075 1.434 14.851 -0.008 -0.014 0.005
Si 12.29 9.572 14.728 -0.019 0.003 -0.013
Si 14.97 6.81 14.788 -0.004 -0.033 -0.006
Si 12.342 14.982 14.791 -0.002 -0.016 -0.013
Si 15.031 12.314 14.812 -0.009 0.011 0.003
Si 0.123 0.097 16.238 0.046 -0.01 0.008
Si 2.801 2.807 16.292 -0.021 0.006 0.033
Si 16.26 5.441 16.199 -0.052 -0.018 -0.024
Si 2.756 8.212 16.171 0.037 -0.003 0.045
Si 16.405 10.955 16.148 -0.014 0.001 0.023
Si 2.831 13.747 16.095 0.039 0.016 -0.032
Si 5.475 16.407 16.173 0.016 -0.003 -0.019
Si 8.179 2.75 16.14 -0.012 -0.007 0.016
Si 5.518 5.489 16.205 0.008 -0.014 -0.018
Si 8.193 8.186 16.209 -0.027 -0.002 0.023
Si 5.47 10.854 15.994 -0.021 -0.006 -0.018
Si 8.375 13.675 16.048 0 0.003 0.01
Si 11.03 16.327 16.189 -0.009 0.02 -0.016
Si 13.709 2.733 16.265 -0.003 -0.023 0.02
Si 10.962 5.569 16.05 0.019 0.022 -0.014
Si 13.592 8.199 16.087 -0.041 -0.009 0.011
Si 10.954 10.872 16.141 -0.006 0.001 -0.004
Si 13.657 13.637 16.21 -0.013 0.042 0.035
Si 1.471 1.441 17.708 -0.011 -0.04 -0.001
Si 4.199 4.187 17.652 0.013 -0.054 -0.001
Si 1.308 6.837 17.452 -0.052 0.03 -0.016
Si 4.15 9.597 17.505 0.018 0.023 -0.023
Si 1.504 12.389 17.412 -0.02 -0.051 0.007
Si 4.119 15.079 17.569 -0.024 0.019 0.027
Si 6.793 1.435 17.561 0.002 0.046 -0.016
Si 9.613 4.183 17.309 0.019 -0.008 -0.002
Si 6.79 6.869 17.622 -0.017 0.029 0
Si 9.61 9.523 17.545 0.037 -0.018 0.004
Si 6.944 12.219 17.13 0.011 -0.027 -0.042
Si 9.767 14.904 17.551 0.026 -0.06 -0.007
Si 12.408 1.295 17.624 0.039 -0.051 -0.029
Si 14.953 4.125 17.717 0.015 0.029 0.02
Si 12.187 6.942 17.515 -0.028 -0.004 -0.02
Si 14.974 9.537 17.396 0.031 0.033 -0.03
Si 12.305 12.183 17.539 0.02 0.013 -0.02
Si 15.025 15.058 17.536 -0.006 0.035 -0.031
Si 16.419 2.831 19.111 0.052 -0.01 0.042
Si 2.853 16.405 19.175 0.016 0.04 0.059
Si 16.282 8.23 18.794 -0.025 -0.07 0.039
Si 2.709 5.613 18.831 0.041 -0.033 0.032
Si 0.13 13.681 18.766 0.016 0.044 0.022
Si 2.812 11.065 18.812 0.118 0.028 0.066
Si 5.495 2.768 19.129 -0.029 0.026 -0.019
Si 8.256 16.292 18.681 -0.016 0.043 0.024
Si 5.398 8.259 19.024 -0.013 -0.051 0.085
Si 8.284 5.441 18.761 -0.042 -0.038 0.027
Si 5.621 13.521 18.446 -0.038 -0.008 0.042
Si 8.182 10.974 18.636 0.008 0.006 0.075
Si 10.885 2.748 18.627 -0.171 -0.177 -0.461
Si 13.785 16.307 19.148 -0.013 0.005 0.046
Si 10.841 8.193 19.089 0.008 0.042 0.044
Si 13.479 5.603 18.908 0.025 0.009 0.059
Si 11.098 13.49 19.056 -0.039 0.024 0.05
Si 13.666 10.784 18.86 -0.056 0.003 0.07
Si 1.78 4.037 20.31 -0.202 -0.058 -0.789
Si 3.959 1.703 20.668 0.264 -0.327 -0.684
Si 1.238 9.791 19.954 -0.025 0.054 -0.201
Si 3.429 7.432 20.172 0.125 0.16 -0.634
Si 1.116 15.22 20.252 0.171 -0.002 -0.767
Si 4.595 12.096 19.96 -0.27 0.022 -0.765
Si 7.292 3.861 20.167 -0.31 0.199 -0.712
Si 9.375 1.579 19.851 -0.119 -0.21 -0.618
Si 6.737 9.872 20.094 0.04 -0.255 -0.756
Si 9.734 6.415 20.307 0.337 -0.012 -0.416
Si 7.124 14.654 19.775 -0.018 0.095 -0.748
Si 9.254 12.418 20.137 0.322 -0.196 -0.699
Si 11.706 5.03 20.434 -0.05 0.625 -0.584
Si 15.345 1.268 20.54 -0.301 0.149 -0.759
Si 12.554 9.289 20.352 -0.225 0.107 -0.776
Si 14.737 7.078 20.15 0.062 -0.024 -0.732
Si 12.972 14.354 20.328 0.008 0.018 -0.701
Si 15.247 12.089 19.972 0.014 -0.062 -0.255
Si 5.368 14.126 21.946 0.058 -0.195 -0.243
Si 1.37 14.007 23.091 0.029 -0.085 -0.053
Si 16.382 5.515 22.404 -0.065 -0.007 -0.131
Si 7.515 5.965 22.422 0.29 0.021 -0.092
Si 12.281 15.508 23.189 0.076 0.087 -0.093
Si 3.493 12.257 24.354 0.023 0.135 -0.179
Si 3.13 15.145 25.124 0.19 -0.003 -0.074
Si 10.154 1.156 22.62 0.035 0.111 0.035
Si 9.005 0.993 28.876 -0.043 0.018 0.188
Si 4.804 6.461 22.701 0.168 -0.109 -0.055
Si 7.461 8.37 28.894 -0.014 -0.093 -0.029
Si 8.586 10.451 22.399 -0.025 0.071 -0.273
Si 8.011 16.208 24.054 -0.137 0.015 -0.018
Si 16.281 8.048 24.14 -0.132 -0.062 -0.158
Si 13.428 7.591 24.327 -0.041 0.09 -0.05
Si 11.356 9.641 23.228 0.013 -0.06 -0.244
Si 6.537 12.258 23.955 -0.083 -0.032 -0.151
Si 10.095 14.331 25.064 0.017 0.106 -0.116
Si 2.255 14.566 30.198 -0.015 -0.008 0.12
Si 0.316 11.546 27.327 0.056 0.079 0.08
Si 2.082 13.899 27.51 0.006 -0.023 0.081
Si 3.055 6.276 28.949 -0.156 -0.096 0.084
Si 14.004 12.796 26.692 -0.027 0.007 -0.002
Si 3.645 7.247 25.305 0.015 -0.051 -0.136
Si 4.865 0.169 23.359 -0.012 0.266 -0.198
Si 10.445 4.55 25.927 0.084 -0.082 0.005
Si 6.119 4.498 24.417 0.12 0.189 -0.015
Si 9.988 7.052 27.602 0.024 -0.081 0.068
Si 4.835 8.146 27.659 0.023 0.059 0.099
Si 12.802 14.23 29.105 -0.114 0.189 0.22
Si 16.092 2.812 29.698 -0.056 -0.056 0.116
Si 14.842 2.902 23.33 0.11 -0.063 -0.286
Si 12.491 4.788 23.514 0.007 0.012 -0.056
Si 11.155 9.699 27.871 0.09 -0.044 0.188
Si 8.961 12.286 31.712 -0.042 -0.008 0.206
Si 15.097 14.801 24.463 -0.034 0 -0.22
Si 16.142 5.781 28.959 0.222 0.065 0.087
Si 6.691 13.915 30.465 0.142 -0.089 0.185
Si 15.051 7.581 26.78 -0.158 -0.017 -0.001
Si 7.215 13.336 26.906 0.183 0.05 -0.041
Si 15.462 12.861 32.84 -0.181 -0.033 0.012
Si 3.725 4.62 26.49 0.123 -0.085 -0.071
Si 4.77 2.653 31.516 -0.046 0.031 0.359
Si 5.866 10.766 28.277 -0.016 -0.037 0.049
Si 8.501 2.63 24.565 0.01 0.065 -0.189
Si 11.31 2.956 28.392 0.041 0.074 0.054
Si 1.842 9.783 25.364 -0.034 0.122 -0.193
Si 10.464 6.717 31.804 0.355 -0.28 -0.294
Si 7.799 1.607 31.732 -0.012 0.127 0.112
Si 15.659 1.101 25.873 -0.116 0.116 0.054
Si 13.95 9.41 28.904 0.019 -0.04 0.046
Si 11.805 12.399 31.361 0.043 -0.07 0.107
Si 13.898 6.878 30.452 0.139 -0.062 0.087
Si 1.887 2.212 27.486 -0.08 0.177 0.093
Si 4.088 12.666 29.371 -0.159 -0.135 0.129
Si 1.021 9.243 32.48 0.129 -0.149 0.104
Si 6.649 15.898 28.291 -0.048 -0.158 0.054
Si 1.661 14.576 32.999 0.118 0.047 0.095
Si 3.879 0.713 29.243 -0.08 0.065 0.187
Si 9.996 14.62 27.901 -0.18 0.027 0.014
Si 7.645 7.274 31.72 -0.29 -0.102 0.254
Si 4.857 5.664 31.404 0.037 0.048 0.235
Si 6.753 15.479 32.915 0.04 0.045 -0.036
Si 10.455 9.835 30.822 0.07 0.061 0.215
Si 11.373 5.467 30.023 -0.214 0.322 0.639
Si 15.993 2.837 32.87 -0.05 0.106 0.27
Si 11.234 11.641 25.595 0.01 -0.111 -0.079
Si 14.796 7.517 33.162 -0.194 0.368 0.593
Si 13.839 0.957 28.499 0.042 -0.132 0.046
Si 16.159 11.045 30.343 0.075 -0.041 0.289
O 1.641 15.82 34.003 0.672 0.113 0.075
O 16.279 1.334 33.386 -0.255 -0.156 -0.269
O 3.835 2.716 32.874 0.105 0.262 -0.308
O 4.175 1.344 0.296 -0.008 0.061 0.276
O 15.476 6.152 33.687 -0.059 -0.143 -0.344
O 0.57 3.971 33.673 0.363 -0.087 -0.245
O 3.201 9.072 0.189 0.133 0.464 -0.255
O 2.27 8.233 32.817 0.096 -0.034 -0.663
O 15.242 11.696 33.951 -0.438 -0.233 -0.009
O 15.957 8.427 32.511 -0.241 0.001 -0.175
O 3.077 13.852 33.229 0.517 0.186 -0.623
O 4.723 12.201 34.289 -0.053 -0.154 -0.687
O 6.223 14.354 31.929 -0.299 -0.054 -0.045
O 5.493 16.343 33.393 -0.631 -0.105 -0.368
O 8.463 2.609 32.839 -0.121 0.577 -0.301
O 7.908 16.404 32.287 0.66 -0.205 -0.29
O 4.262 5.61 32.902 -0.14 -0.233 -0.385
O 5.299 0.35 28.608 -0.095 -0.007 -0.189
O 9.251 10.682 31.562 -0.311 -0.271 0.237
O 6.188 6.532 34.561 0.306 0.044 -0.385
O 6.704 10.196 34.186 -0.169 0.15 -0.558
O 8.68 12.771 33.249 0.219 -0.334 -0.265
O 7.343 14.799 34.244 -0.148 0.42 0.578
O 14.49 0.895 27.002 -0.191 -0.04 -0.247
O 10.21 1.196 34.101 0.214 0.12 -0.495
O 14.419 3.059 33.222 -0.44 0.15 -0.58
O 12.493 4.414 34.154 -0.031 0.089 -0.236
O 8.891 6.245 31.788 -0.13 -0.628 0.009
O 10.978 6.435 33.32 0.147 0.413 -0.183
O 12.753 9.866 34.111 0.037 -0.117 -0.546
O 10.427 10.883 34.655 -0.375 0.36 -0.198
O 10.235 9.7 29.215 -0.643 -0.245 -0.154
O 12.085 12.218 32.962 0.338 0.518 -0.097
O 14.24 13.911 33.044 -0.236 0.209 -0.551
O 12.357 15.482 34.059 0.053 0.066 -0.18
O 2.841 2.898 20.868 0.026 0.307 0.335
O 1.322 4.912 21.602 0.245 0.056 0.239
O 4.491 1.279 22.201 -0.046 0.276 0.238
O 4.37 15.066 22.761 -0.446 -0.03 0.338
O 2.338 8.629 20.632 -0.015 -0.198 -0.035
O 16.416 10.946 20.582 0.038 -0.013 0.281
O 7.354 5.578 24.029 0.521 0.144 0.264
O 3.804 6.508 21.46 -0.352 -0.582 0.262
O 16.416 16.375 20.844 0.173 -0.146 0.486
O 2.267 12.663 23.338 -0.149 -0.437 -0.472
O 5.603 10.958 20.574 -0.134 -0.011 0.471
O 4.361 13.082 21.238 -0.335 0.135 0.285
O 7.127 4.608 21.602 -0.41 -0.109 0.236
O 8.278 2.604 20.503 0.09 -0.303 0.544
O 8.931 16.409 22.737 -0.134 -0.342 -0.498
O 10.423 1.207 21.042 0.357 0.044 0.077
O 7.687 9.538 21.39 0.248 -0.28 0.326
O 4.155 7.437 23.798 -0.308 0.558 0.108
O 11.521 3.486 19.969 0.098 -0.204 0.365
O 8.914 6.532 21.793 0.034 0.172 0.489
O 8.228 13.653 20.442 -0.039 0.022 0.316
O 6.134 15.165 20.966 0.059 0.507 0.146
O 9.384 11.606 21.557 0.593 -0.142 0.5
O 7.59 11.111 23.493 0.077 -0.279 0.288
O 11.947 5.052 22.027 -0.059 0.092 0.051
O 14.741 8.324 23.679 0.038 0.343 -0.54
O 14.953 1.949 21.993 -0.318 -0.006 0.287
O 1.545 14.323 21.527 0.419 -0.429 0.106
O 12.003 9.923 21.759 0.121 0.271 0.118
O 9.736 9.513 23.07 -0.121 -0.561 0.079
O 15.332 6.159 21.353 0.02 -0.245 0.28
O 13.678 8.169 20.784 -0.047 0.147 0.389
O 8.597 14.826 24.66 -0.419 -0.303 0.194
O 11.576 0.661 23.252 0.303 0.322 0.173
O 14.142 13.205 20.704 0.175 -0.022 0.122
O 12.312 14.921 21.693 -0.531 -0.022 0.035
O 1.365 14.475 28.853 -0.606 0.036 0.036
O 1.056 12.891 26.771 -0.116 0.177 -0.294
O 4.985 11.735 23.934 -0.045 -0.465 -0.227
O 6.45 12.13 27.668 0.116 0.131 -0.194
O 12.692 10.126 28.186 -0.034 0.222 -0.268
O 0.54 6.744 23.356 0.589 0.116 0.239
O 4.977 4.953 23.321 -0.286 -0.224 -0.286
O 2.97 1.14 27.994 0.194 -0.144 -0.24
O 10.596 10.705 26.748 -0.36 -0.021 0.062
O 13.803 15.47 23.726 0.248 0.224 0.12
O 0.971 10.245 26.646 -0.083 -0.284 0.183
O 5.038 9.727 27.335 -0.398 0.267 -0.618
O 4.075 16.453 24.799 -0.217 0.408 0.265
O 3.822 13.654 25.133 0.153 -0.044 0.31
O 1.969 15.185 24.01 -0.344 0.49 -0.078
O 9.565 2.522 23.306 0.385 0.252 -0.115
O 3.707 6.239 30.43 -0.34 0.169 0.117
O 8.352 1.099 25.083 -0.041 -0.182 0.605
O 9.161 3.602 25.658 -0.197 0.266 0.311
O 8.544 7.732 27.883 -0.183 -0.075 -0.238
O 7.042 12.84 25.374 0.152 -0.039 0.187
O 6.264 6.991 22.192 -0.078 0.843 -0.447
O 11.768 10.827 30.894 0.332 -0.379 -0.369
O 4.952 7.362 26.255 0.382 -0.119 -0.105
O 10.457 15.129 26.428 0.192 0.278 0.041
O 9.757 15.871 28.902 0.437 -0.068 0.252
O 15.238 2.13 24.689 0.003 0.048 0.195
O 15.746 4.244 23.176 0.176 -0.008 0.331
O 13.438 6.046 23.869 0.328 -0.055 -0.049
O 11.285 4.714 24.567 -0.203 0.169 -0.105
O 11.641 10.857 24.243 0.129 0.16 0.157
O 12.057 8.312 23.858 -0.323 -0.41 -0.084
O 6.036 7.643 28.622 -0.001 -0.597 0.009
O 9.897 5.998 26.389 -0.258 0.254 -0.419
O 11.281 14.564 24.015 0.028 -0.128 -0.174
O 6.45 16.35 23.67 -0.021 0.202 -0.163
O 4.709 11.17 29.377 -0.328 -0.343 0.466
O 2.954 13.102 30.453 -0.055 -0.463 0.324
O 2.465 15.174 26.597 -0.214 0.733 0.368
O 3.42 13.061 27.941 0.116 -0.062 -0.602
O 15.403 6.233 27.592 -0.29 -0.354 -0.436
O 14.765 10.327 29.947 -0.328 0.146 0.092
O 5.222 4.366 25.806 0.243 -0.063 0.417
O 3.829 5.184 28.018 0.356 -0.471 0.062
O 16.097 13.975 23.466 -0.133 -0.208 0.037
O 14.569 13.806 25.593 0.074 0.074 -0.064
O 5.374 13.572 29.651 -0.116 0.535 -0.174
O 2.65 8.433 25.702 -0.181 -0.061 0.404
O 6.522 13.441 22.841 0.423 0.312 0.108
O 2.88 10.979 25.11 0.114 -0.066 0.436
O 8.573 1.602 30.321 0.366 0.349 -0.002
O 15.007 1.63 29.43 -0.03 -0.323 0.205
O 6.961 3.11 24.252 -0.427 -0.434 0.117
O 9.98 2.073 28.216 -0.266 0.071 -0.468
O 6.221 6.535 31.521 0.067 0.151 -0.245
O 11.052 8.212 27.243 0.293 0.029 -0.709
O 3.414 7.752 28.357 -0.487 0.324 -0.05
O 5.125 4.139 30.986 0.239 0.075 -0.762
O 8.709 13.616 27.59 0.023 -0.4 0.03
O 7.899 8.175 30.416 0.509 0.193 0.14
O 0.727 1.617 26.529 0.256 -0.251 -0.225
O 13.317 3.406 23.506 -0.305 -0.347 -0.101
O 1.161 2.628 28.885 0.447 0.013 0.073
O 16.247 7.7 25.718 0.345 -0.04 0.419
O 13.654 7.565 25.944 -0.335 -0.16 0.234
O 13.302 8.183 29.723 -0.668 -0.032 0.108
O 0.903 9.377 24.068 0.103 0.495 -0.277
O 12.797 13.413 30.55 0.244 0.223 -0.022
O 13.862 13.497 28.137 0.382 -0.016 0.223
O 15.077 11.598 26.897 -0.246 -0.343 -0.26
O 15.908 15.993 25.177 0.391 -0.097 0.084
O 15.627 4.273 29.197 -0.294 -0.049 -0.039
O 16.327 2.899 31.301 0.523 -0.093 -0.128
O 1.384 14.986 31.472 -0.424 0.03 -0.174
O 15.474 6.671 30.145 0.408 0.293 0.422
O 0.497 11.535 28.946 0.629 0.36 0.116
O 13.717 7.08 32.037 -0.565 -0.323 -0.082
O 1.441 6 28.966 0.127 0.235 -0.095
O 2.721 3.341 26.637 -0.159 0.003 -0.513
O 15.734 12.263 31.359 0.048 0.04 -0.279
O 0.472 13.579 33.394 -0.046 0.035 0.412
O 0.935 10.068 31.076 0.439 -0.018 -0.514
O 3.006 5.775 25.579 -0.568 -0.201 -0.362
O 6.472 14.78 27.12 -0.572 -0.017 -0.215
O 3.957 1.877 30.36 -0.578 -0.006 -0.208
O 7.764 12.723 30.701 -0.175 -0.04 -0.355
O 11.306 13.917 28.54 -0.065 -0.253 -0.278
O 11.393 3.905 27.076 0.364 -0.082 -0.221
O 7.712 0.744 27.934 0.051 0.382 -0.714
O 7.259 15.176 29.63 0.298 0.307 0.224
O 6.232 1.968 31.631 -0.096 -0.239 0.274
O 7.184 9.962 28.755 0.437 0.298 0.245
O 10.619 8.356 31.504 0.284 -0.021 -0.135
O 7.831 8.241 33.001 0.237 0.16 -0.22
O 11.165 3.877 29.729 -0.301 -0.155 0.474
O 12.59 1.984 28.487 0.004 0.009 0.122
O 3.366 15.7 29.983 0.239 0.072 0.369
O 10.087 12.729 25.266 -0.384 -0.291 0.018
O 14.993 8.82 27.816 0.242 0.299 0.138
O 10.523 6.273 28.903 -0.004 0.105 -0.128
O 13.281 15.821 29.076 -0.115 -0.05 0.032
O 10.315 13.031 31.22 -0.138 0.399 -0.314
O 12.579 12.301 26.162 -0.098 0.048 0.29
O 1.099 10.313 33.682 0.491 0.085 -0.126
O 12.993 5.651 29.933 0.346 -0.354 -0.352
Si 0.069 0.031 5.321 0.034 -0.01 0.013
Si 2.83 2.735 5.223 0.013 -0.025 -0.021
Si 0.043 5.472 5.351 0.002 0.014 0.02
Si 2.767 8.171 5.312 -0.004 -0.019 0.004
Si 0.063 10.926 5.276 -0.024 0 -0.018
Si 2.761 13.685 5.287 0.028 0.001 0
Si 5.523 0.11 5.269 -0.02 0.027 -0.011
Si 8.238 2.78 5.182 -0.006 -0.018 -0.03
Si 5.505 5.445 5.233 -0.028 -0.01 0.021
Si 8.205 8.151 5.25 0.004 -0.033 -0.022
Si 5.513 10.897 5.317 -0.011 -0.048 0
Si 8.276 13.625 5.29 -0.014 -0.01 0.01
Si 10.975 0.056 5.239 -0.006 0.007 0.002
Si 13.637 2.792 5.265 -0.012 0.027 0
Si 10.874 5.536 5.218 -0.012 0.052 -0.007
Si 13.621 8.265 5.23 -0.007 -0.003 -0.02
Si 10.976 10.898 5.325 -0.002 -0.005 0.003
Si 13.703 13.677 5.266 0.016 0.001 -0.025
Si 1.462 1.403 6.625 -0.009 0.004 0.001
Si 4.158 4.099 6.615 0.022 0.006 0.004
Si 1.408 6.839 6.681 0.004 0.007 0.008
Si 4.141 9.538 6.657 0.019 -0.012 0.001
Si 1.436 12.281 6.64 0.01 -0.02 -0.013
Si 4.15 15.046 6.62 0.004 0.02 0.001
Si 6.892 1.453 6.612 -0.014 -0.004 0.011
Si 9.563 4.136 6.59 -0.007 -0.006 -0.012
Si 6.843 6.812 6.618 -0.015 0.009 0
Si 9.576 9.523 6.622 0.004 0.016 -0.006
Si 6.883 12.281 6.644 0.032 0.009 -0.012
Si 9.62 15.021 6.623 0.01 -0.017 0.001
Si 12.304 1.414 6.627 0.019 -0.024 -0.006
Si 14.991 4.115 6.667 0.011 0.006 0.003
Si 12.276 6.866 6.587 -0.006 0.012 -0.01
Si 14.987 9.598 6.626 -0.013 0.011 0
Si 12.34 12.3 6.632 0.007 0.003 0.004
Si 15.03 15.007 6.674 -0.015 -0.002 0.003
Si 0.075 2.758 7.986 -0.014 0.008 -0.007
Si 2.801 0.058 8.011 0.007 -0.007 -0.001
Si 16.354 8.226 7.995 0.01 -0.005 -0.003
Si 2.797 5.468 7.988 -0.014 0.012 -0.007
Si 0.079 13.636 8.009 -0.014 -0.015 0
Si 2.791 10.924 8.007 0.023 0.019 -0.003
Si 5.52 2.769 7.996 0.003 -0.016 0
Si 8.242 0.065 7.972 0.011 0.005 -0.02
Si 5.505 8.181 7.998 -0.013 0.007 0.006
Si 8.206 5.464 7.982 -0.019 0.002 0.003
Si 5.511 13.665 7.978 -0.013 -0.017 -0.011
Si 8.237 10.909 7.988 -0.025 -0.008 0.008
Si 10.933 2.781 7.969 0.026 0.009 -0.007
Si 13.665 0.063 8.001 0.003 0.005 0.008
Si 10.937 8.19 7.994 -0.002 -0.016 0.01
Si 13.632 5.506 7.984 0.003 -0.013 -0.006
Si 10.972 13.663 7.986 -0.005 0.01 -0.007
Si 13.665 10.943 8.016 0.008 0.007 0.006
Si 1.425 4.127 9.347 0.019 0.001 -0.005
Si 4.162 1.417 9.364 0.008 0.008 0.013
Si 1.415 9.568 9.36 -0.017 0.018 0
Si 4.136 6.834 9.359 0.022 -0.015 0.005
Si 1.439 15.011 9.361 0.009 0.005 -0.001
Si 4.154 12.3 9.354 -0.005 -0.008 0.005
Si 6.863 4.121 9.367 -0.023 0 0.004
Si 9.592 1.417 9.353 -0.015 -0.002 0.004
Si 6.862 9.56 9.345 -0.003 -0.01 -0.007
Si 9.573 6.822 9.342 0.005 -0.018 -0.004
Si 6.878 15.024 9.34 -0.005 0.005 0
Si 9.602 12.291 9.329 0.015 0.007 -0.017
Si 12.294 4.127 9.349 -0.01 0.009 0.007
Si 15.034 1.41 9.357 0.006 -0.03 0.003
Si 12.302 9.559 9.347 -0.007 0.018 0.005
Si 15.005 6.853 9.354 -0.009 0.016 0.004
Si 12.312 15.024 9.362 0.01 -0.013 -0.001
Si 15.037 12.29 9.37 0 -0.005 0

Results
total energy: -115450.442 eV
total energy less fixed offsets of O -438.35, Si -107.03 eV per atom: 15.898 eV
